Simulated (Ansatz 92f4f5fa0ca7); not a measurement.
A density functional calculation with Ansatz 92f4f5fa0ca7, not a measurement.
Periodic cell of 234 atoms, Si134O100, from a study of silicon, its oxide and their interface. The atomic structure is a simulated model.

Settings: functional PBE; potential files Ansatz PAW; basis plane waves; wave-function cutoff 700 eV; density cutoff ratio 5; exchange-correlation grid ratio 2; k mesh 2 x 2 x 1, shifted by 0.5 0.5 0.5 of a step; self-consistency stop 5e-08 eV per atom in the density residual; occupations Fermi-Dirac, 0.05 eV; spin none; net charge 0.

Cell vectors (angstrom)
a  11.5983  0  0
b  0  15.4644  0
c  6.0812  -6.4135  22.7452

Atoms and the computed forces on them: element, x, y, z (angstrom), force x, y, z (eV/angstrom)
Si  2.3987  0.7869  -0.0537  -0.0895  -0.2711  0.1205
Si  2.1344  5.3394  0.6325  0.0157  -0.0579  -0.3859
Si  2.1291  9.9001  -0.0072  -0.0379  0.4171  0.3289
Si  2.1637  13.1133  0.3365  -0.0768  0.0165  -0.0634
Si  6.4911  2.4317  -0.1865  0.4572  0.3505  0.3013
Si  5.9453  5.4568  0.6719  -0.1301  0.1163  -0.5273
Si  5.8695  8.5703  0.0635  -0.1002  -0.3941  0.0432
Si  6.0578  13.0161  0.2232  0.1967  -0.1356  -0.201
Si  10.2254  0.9541  -0.0014  -0.053  -0.0358  -0.1158
Si  9.6523  5.3344  0.3347  -0.0134  -0.1149  -0.234
Si  9.6621  8.5143  -0.0688  -0.1307  -0.0218  -0.3132
Si  9.7104  13.2948  0.2189  -0.0311  0.0017  -0.0663
Si  4.3689  1.4111  1.2283  -0.2671  0.1874  -0.4449
Si  4.0305  5.3116  1.9317  -0.0575  0.0495  0.0631
Si  4.0075  9.2444  1.4229  -0.0678  -0.0349  -0.1972
Si  4.1256  13.2187  1.6064  0.0775  -0.08  -0.1349
Si  8.1622  1.5723  1.3566  0.2353  -0.02  -0.3611
Si  7.9189  5.3257  1.8665  0.0393  -0.0235  0.068
Si  7.8464  9.0712  1.3821  -0.0625  -0.0698  -0.0993
Si  7.9039  13.0648  1.6868  -0.0012  0.0086  -0.0877
Si  12.0652  1.2591  1.4399  0.0782  0.1137  -0.278
Si  11.6636  5.1744  1.6377  -0.1736  0.1635  -0.1063
Si  11.7076  9.2073  1.2224  0.0564  -0.0478  -0.2366
Si  11.7402  13.029  1.5302  -0.1595  0.1484  -0.2623
Si  4.1082  3.1962  2.8896  0.0617  -0.1348  0.0287
Si  4.0006  7.3729  2.9885  -0.0279  0.3911  0.0703
Si  4.1227  11.1636  2.8287  0.191  -0.1977  -0.0058
Si  4.2001  15.1374  2.9125  0.0116  0.1173  -0.0144
Si  8.0495  3.2924  2.9861  -0.1102  -0.1179  0.138
Si  7.9077  7.3269  3.0108  0.0663  0.2445  0.1706
Si  7.9432  11.0345  2.8268  0.0006  -0.2837  0.0019
Si  7.9348  15.0924  2.8841  0.0178  0.3357  0.0413
Si  11.8431  3.2012  2.8786  -0.0498  -0.2992  -0.0755
Si  11.7572  7.2774  2.7908  -0.0595  0.1162  -0.1328
Si  11.7283  11.0595  2.7799  0.0342  -0.2144  -0.0595
Si  11.8472  14.9475  2.957  -0.1156  -0.0985  0.1239
Si  2.1525  3.2742  4.2457  0.0447  0.0125  0.0559
Si  2.0475  7.3221  4.2552  0.0698  -0.0847  -0.0006
Si  2.1182  11.1286  4.1476  -0.0319  -0.0113  -0.0238
Si  2.2314  15.0226  4.297  0.0178  0.1225  0.024
Si  6.0449  3.2607  4.2708  0.0601  -0.0524  -0.112
Si  5.9548  7.2906  4.3488  -0.0443  -0.0118  -0.1028
Si  6.0307  11.0404  4.2093  -0.1272  0.0461  -0.081
Si  6.0573  15.0594  4.3546  0.0058  -0.0379  0.0204
Si  9.9655  3.2625  4.3415  0.0487  0.1103  0.0579
Si  9.8962  7.3014  4.2693  -0.037  0.0658  -0.0623
Si  9.8722  11.0826  4.2104  0.1161  0.0261  -0.0049
Si  9.8673  15.0422  4.3155  0.0146  0.0494  -0.0955
Si  2.162  1.4608  5.758  -0.1322  -0.0335  -0.0959
Si  2.139  5.2968  5.4908  -0.0044  -0.0051  0.0459
Si  2.096  9.259  5.6046  0.0796  -0.0015  -0.0491
Si  2.2046  13.0381  5.5996  0.0105  0.0119  0.1055
Si  6.022  1.4838  5.8083  -0.0109  -0.0955  -0.0096
Si  5.9884  5.2337  5.5652  0.0158  -0.0763  0.0673
Si  6.0134  9.2073  5.6895  0.0274  0.1147  0.1009
Si  6.0273  12.9823  5.5281  0.0748  0.0588  0.0704
Si  9.878  1.4341  5.8407  -0.0344  -0.1147  -0.0954
Si  9.9246  5.2997  5.5617  0.0509  -0.0089  0.0449
Si  9.9322  9.2154  5.6317  -0.0613  -0.0242  -0.0437
Si  9.8799  13.0299  5.5791  -0.0199  -0.0384  0.0072
Si  4.0667  1.547  7.174  0.0112  0.1942  0.0426
Si  4.0248  5.1802  6.9102  -0.0408  -0.1769  -0.1275
Si  4.0263  9.224  6.9747  -0.0262  0.1297  -0.1153
Si  4.1741  12.9766  6.9964  -0.021  -0.2323  -0.0508
Si  7.9097  1.3815  7.2274  -0.0738  0.2216  0.1284
Si  7.9567  5.1984  6.9011  0.0284  -0.263  -0.2066
Si  8.0171  9.18  6.9774  0.0198  -0.0136  -0.1711
Si  7.916  12.8602  6.9117  0.1007  -0.1584  -0.1052
Si  11.848  1.5101  7.1706  0.0352  0.0931  0.0272
Si  11.8696  5.4276  6.9192  -0.0221  0.1524  -0.1206
Si  11.8199  9.2789  7.0298  -0.0164  0.1167  0.004
Si  11.8325  13.1825  6.9614  0.0274  0.2632  -0.1728
Si  3.952  3.4982  8.6642  -0.1253  0.1067  0.1525
Si  4.0983  7.1646  8.0683  -0.0633  0.131  0.2465
Si  4.1133  11.0447  8.511  -0.0604  -0.0726  0.2487
Si  4.1343  14.9585  8.2823  0.0761  -0.1844  0.054
Si  7.8698  3.4334  8.5494  0.1082  0.0718  0.157
Si  8.03  7.1575  8.1324  -0.0165  0.0597  0.2638
Si  7.943  11.0083  8.4518  0.136  0.1174  0.2707
Si  7.9277  14.6832  8.309  -0.1968  -0.0773  0.169
Si  11.815  3.594  8.3386  -0.0118  -0.1106  0.2643
Si  11.9063  7.347  8.373  0.1715  -0.171  0.2594
Si  11.8216  11.2753  8.2863  -0.139  -0.0793  0.1909
Si  11.8339  15.0593  8.5515  0.093  -0.2541  0.0754
Si  1.8646  4.028  10.0195  -0.2174  0.0913  0.2106
Si  2.3755  7.0931  9.6357  0.0376  -0.0362  -0.0619
Si  2.0643  11.4671  9.7164  0.1712  0.2683  0.1742
Si  2.3092  14.6062  9.71  -0.0805  -0.0853  0.4136
Si  5.9336  4.1115  9.8919  0.0998  0.2914  0.3165
Si  6.0414  7.1917  9.3451  0.0866  -0.0908  0.2507
Si  6.0589  10.3545  9.8387  -0.0915  -0.0863  0.0936
Si  5.9941  14.7167  9.7607  -0.271  0.5178  0.431
Si  9.9268  3.856  9.7035  -0.0834  0.051  0.2382
Si  9.885  6.9488  9.559  -0.0123  -0.0735  0.4594
Si  9.9436  11.5427  9.6959  -0.0072  0.0466  0.4213
Si  9.7873  14.6249  9.719  0.1415  0.0325  0.5444
Si  13.9175  -1.7234  13.9654  -0.1369  -0.0455  0.2919
Si  2.1312  9.1277  11.794  0.0181  0.0916  0.3042
Si  8.1249  -0.0759  17.1017  0.033  -0.0215  -0.1929
Si  9.7772  -0.9855  19.372  0.0722  0.0622  -0.5245
Si  16.9072  9.3962  15.0369  -0.1196  0.1075  0.1571
Si  9.5616  9.2701  11.7873  0.1074  0.0527  0.0329
Si  8.1235  1.0371  21.1292  0.1046  -0.2672  -0.2245
Si  14.8986  1.6879  19.7363  -0.0118  -0.1637  -0.4276
Si  0.9154  4.5823  16.6773  -0.0216  -0.0782  -0.1405
Si  8.4363  11.7206  15.0542  0.1408  0.2125  0.116
Si  9.6454  9.3748  16.5101  0.019  0.0161  0.0548
Si  11.4845  7.8826  13.4031  0.0246  -0.1851  0.4784
Si  7.6852  2.8071  17.5325  0.0833  -0.0964  -0.2448
Si  8.6837  6.4582  16.317  -0.0287  -0.0126  -0.0339
Si  5.4548  6.5901  16.0856  -0.0074  0.0052  -0.0924
Si  -0.1833  2.9469  12.1909  0.0493  0.0005  0.1813
Si  7.9864  0.3772  11.7727  0.0569  -0.2609  0.3938
Si  8.7934  -0.9481  14.2812  0.1025  -0.0323  0.3126
Si  13.4258  -0.0193  16.2454  0.0058  -0.067  0.0442
Si  11.7765  4.4262  20.9281  -0.0308  0.1601  -0.0285
Si  7.1797  10.5569  17.3072  -0.0556  0.0498  -0.1964
Si  14.4143  6.9512  17.7317  -0.017  -0.0175  -0.2903
Si  4.1226  -0.2611  11.9524  0.0106  -0.2982  0.2054
Si  19.813  12.3266  20.9543  0.0314  0.1988  -0.0349
Si  5.6742  3.7156  15.4083  0.0097  0.0329  0.1822
Si  6.8603  10.4285  12.6823  0.0181  0.0629  0.5246
Si  17.1686  11.4006  19.9424  0.0459  -0.0607  -0.2209
Si  13.9394  6.3945  20.6892  0.0856  0.1676  -0.0349
Si  6.0206  2.2861  12.5502  0.0948  -0.1118  0.3299
Si  14.7203  2.5622  16.9219  -0.0169  -0.1244  -0.1673
Si  12.8648  14.9132  19.2443  -0.0902  0.039  -0.3703
Si  10.6185  5.1708  14.3063  -0.0079  0.1883  0.2683
Si  14.5702  12.6102  20.585  0.012  0.2983  -0.4142
Si  2.7131  10.6606  14.4193  0.0562  0.2879  0.3887
Si  9.9893  4.7072  18.4436  -0.0159  -0.0853  -0.4547
Si  11.6842  15.7296  13.8416  -0.0069  -0.2477  0.4293
Si  0.9721  8.9675  16.1222  0.0155  0.0744  0.0123
Si  17.6639  0.8331  19.0479  0.1311  -0.0329  -0.5747
O  10.5076  4.8726  19.9823  0.1333  -0.0798  0.2562
O  11.3498  -0.8835  19.6975  -0.007  0.0058  0.2445
O  2.2163  6.8058  -0.1401  -0.0307  -0.1346  0.0668
O  2.2988  4.0633  -0.3885  0.0006  0.0411  0.0685
O  2.2624  9.0582  -1.4379  0.0119  0.1133  -0.0268
O  2.1389  11.5702  -0.4037  0.1081  -0.3431  0.205
O  2.2424  14.6064  -0.5126  0.0336  0.1381  0.2843
O  13.4351  3.3116  16.2666  0.0055  0.0503  0.0667
O  15.7266  12.0463  19.5581  -0.1113  -0.0244  0.2677
O  9.3219  -2.4472  14.6392  -0.1255  -0.0564  -0.0759
O  5.8814  6.8947  -0.2071  0.0775  0.2421  0.3034
O  4.5126  3.0939  16.332  0.0243  0.0126  0.0108
O  5.5526  11.5178  -0.3259  0.027  0.1076  0.0051
O  9.4368  6.0878  17.7384  0.0459  -0.0713  0.1314
O  6.7619  13.7044  -1.1681  -0.2068  -0.1066  0.3073
O  10.7632  1.3778  -1.531  -0.1366  -0.0575  0.3846
O  14.6681  2.7785  18.5373  -0.0116  0.0128  0.2772
O  13.7774  13.6518  19.6405  0.1331  -0.1786  0.3089
O  9.7267  6.8636  -0.2602  0.1401  0.2686  0.06
O  6.0177  4.0505  -0.2366  0.0501  -0.5444  -0.0235
O  15.2905  6.0601  21.5877  0.0253  0.0466  0.1614
O  11.8391  2.8267  21.271  0.0726  -0.0693  0.1402
O  1.2171  3.4809  11.4812  0.2612  0.1019  -0.3184
O  8.5249  1.5047  17.0301  -0.0898  0.0738  0.0978
O  2.9715  8.2168  10.7302  -0.031  -0.1729  -0.1892
O  9.7224  7.9837  10.8204  0.0461  -0.0193  -0.1544
O  4.1033  10.4789  15.2704  -0.0254  -0.083  -0.1097
O  2.1651  13.0387  10.2964  0.028  -0.0529  -0.4233
O  10.7571  3.8031  13.4418  0.1294  -0.2086  -0.3402
O  4.8892  1.105  12.4012  -0.0265  0.0479  -0.0811
O  5.8553  3.3883  11.3735  -0.0119  0.1401  -0.3194
O  6.0113  5.7714  10.2709  -0.0625  -0.2589  -0.4492
O  1.731  10.5123  11.0277  0.0271  -0.0319  -0.1413
O  6.0344  8.6819  10.1322  -0.0336  0.4968  -0.2149
O  5.108  -1.2958  11.1049  0.3026  -0.0432  -0.3832
O  15.2219  -1.0351  13.291  0.1525  0.1824  -0.3382
O  7.91  -0.8367  12.9064  -0.0615  0.2558  -0.372
O  6.8495  0.4405  10.5886  -0.1221  -0.0984  -0.2472
O  10.2558  2.9162  11.0358  -0.2073  0.085  -0.2506
O  12.351  0.7178  15.2645  -0.0466  -0.0067  -0.1444
O  12.5149  -1.0848  13.3649  0.0161  0.0496  -0.1691
O  5.7832  9.5482  13.4995  0.0931  -0.0025  -0.2139
O  9.8785  5.4347  10.2695  0.0637  -0.0483  -0.5479
O  10.1094  10.6133  11.0523  -0.0211  -0.028  -0.1796
O  9.9432  13.0879  10.3597  -0.1557  -0.1529  -0.616
O  13.4673  5.6862  17.3702  0.0508  0.0975  0.1019
O  -0.3178  4.1026  17.6322  -0.0703  0.0613  0.1613
O  2.8275  9.5808  13.1996  -0.0663  -0.167  -0.3438
O  5.2872  5.2712  15.1478  0.0182  0.0117  0.0579
O  10.3716  9.0411  13.1827  -0.1097  0.0671  -0.2777
O  10.1107  -0.0204  14.1242  0.0354  0.049  -0.1555
O  14.0406  -3.3293  13.801  0.027  -0.1005  -0.1487
O  7.0506  6.5923  16.5239  0.0005  -0.0265  0.0179
O  0.9459  8.086  12.1898  -0.0843  0.0959  -0.1335
O  2.1514  5.6322  10.3966  0.0835  -0.2042  -0.3319
O  7.8648  -0.5268  15.5623  -0.0063  0.0269  -0.1163
O  8.0083  9.4231  12.1668  0.0614  -0.1282  -0.0777
O  11.7763  16.9284  12.7617  0.0009  0.1479  -0.2603
O  1.5072  10.3703  15.4834  0.0349  -0.1021  -0.0905
O  2.7988  15.5389  11.0202  -0.1551  -0.0491  -0.235
O  9.2021  5.3859  15.1544  0.0687  0.0332  -0.0727
O  12.7184  15.0642  17.637  0.0206  0.0082  0.2199
O  13.175  4.9956  20.2904  0.0049  -0.1323  0.0328
O  15.363  -2.1421  21.8506  0.0982  0.1185  0.193
O  2.1656  8.2713  16.9967  0.0376  -0.0654  0.108
O  6.4539  2.3297  18.491  -0.0455  -0.0541  0.2355
O  9.8201  14.8474  -0.3081  0.0467  0.2592  0.2039
O  12.186  8.0024  14.868  -0.0797  -0.0238  -0.2284
O  16.537  7.8245  15.1639  0.0391  0.0183  -0.0376
O  20.1054  10.7431  21.2754  -0.0402  -0.2393  0.1572
O  9.4283  0.1791  11.01  0.1155  -0.1376  -0.2732
O  9.2244  7.9313  15.8822  -0.0106  0.0017  -0.0175
O  4.3852  6.6198  17.3419  -0.0783  0.0268  0.1025
O  9.4843  10.5037  15.3364  -0.068  -0.0256  -0.0128
O  18.3463  -0.245  17.9977  -0.0709  0.1097  0.2428
O  16.0634  0.6573  19.1733  -0.0663  0.0395  0.2253
O  6.179  11.0894  11.3476  -0.1499  -0.1428  -0.4468
O  9.3715  -0.9  17.7763  -0.0157  -0.0058  0.2838
O  14.6666  0.9862  16.5201  0.0092  0.0793  -0.0043
O  13.9698  -1.3935  15.5656  0.0094  0.0288  -0.1272
O  8.5929  9.7966  17.7135  0.0016  0.0215  -0.0413
O  7.4453  2.4022  -1.6047  -0.3328  -0.1834  0.4187
O  11.2126  9.2887  16.9971  -0.0205  -0.0328  -0.02
O  17.8042  10.7024  18.5947  -0.0427  0.0536  0.3011
O  11.8716  5.2105  15.3392  -0.0678  0.0096  -0.0854
O  10.8091  6.4141  13.2791  0.0445  0.1143  -0.1412
O  13.5384  16.2521  19.8976  0.0496  0.1019  0.2003
O  14.3643  7.199  19.341  -0.0461  -0.0779  0.2771
O  7.5744  11.9346  16.4645  0.0027  -0.2065  0.02
O  9.2433  -2.4385  19.8967  -0.1417  -0.2151  0.2216
O  5.7649  2.9686  13.9935  0.0337  -0.0454  -0.2521
O  8.7181  3.7048  18.3851  0.0921  0.0675  0.1711
O  7.5899  1.7454  12.5826  -0.0306  0.0842  -0.0986
O  18.2854  12.5051  20.4023  0.0131  0.0223  0.0527
O  6.4279  9.635  16.1915  0.0083  -0.019  -0.0323
O  7.4546  11.5022  13.7651  -0.0823  -0.1179  -0.2434
O  18.2374  0.6817  20.5636  -0.0164  0.051  0.2617
O  15.343  2.5066  21.0837  0.1808  0.0445  0.5174
O  9.1496  0.3442  20.0783  -0.1055  0.2094  0.2838
O  7.0768  3.6051  16.2492  -0.0562  0.0061  -0.0184

Results
free energy: -142069.865 eV
free energy less fixed offsets of O -569.03, Si -635.61 eV per atom: 4.875 eV
pressure: -0.58 GPa
stress xx, yy, zz, yz, xz, xy (GPa, positive in tension): 0.31, 0.6, 0.84, 0.01, -0.03, 0.02

The program warned: the cutoff lies below the one the program advises for these potential files.
